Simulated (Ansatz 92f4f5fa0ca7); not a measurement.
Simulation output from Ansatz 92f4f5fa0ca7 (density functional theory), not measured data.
Periodic cell of 225 atoms, Si133O90H2, from a study of silicon, its oxide and their interface. The atomic structure is a simulated model.
Doubt: the cutoff is far below the 930 eV that the study's wrapper takes by default for these files, so forces and energies are approximate.
This geometry differs little from another in the collection (a relaxation step or a small displacement).

Settings: functional PBE; potential files Ansatz PAW; basis plane waves; wave-function cutoff 580 eV; density cutoff ratio 5; exchange-correlation grid ratio 1; k mesh 1 x 1 x 1, Gamma-centred; self-consistency stop 5e-08 eV per atom in the density residual; occupations fixed; spin none; net charge 0.

Cell vectors (angstrom)
a, 10.938, 0, 0
b, 0, 10.938, 0
c, 0, 0, 33.0832

Atoms and the computed forces on them: element, x, y, z (angstrom), force x, y, z (eV/angstrom)
Si, 0.3311, -0.2356, 25.7593, -0.0074, 0.0094, 0.0215
Si, 5.2873, 0.4059, 25.6083, 0.0057, -0.0081, 0.0159
Si, 2.9547, 2.5295, 25.5322, -0.0119, 0.011, 0.0176
Si, 8.1284, 3.0665, 25.5627, 0.0086, -0.0067, 0.0125
Si, -0.3442, 5.8619, 25.6565, 0.0146, -0.0035, 0.023
Si, 5.8675, 5.2374, 25.6999, -0.0131, 0.011, 0.0247
Si, 2.6073, 8.5722, 25.6775, 0.0086, -0.0071, 0.0077
Si, 8.412, 8.1475, 25.3856, -0.0035, 0.009, 0.0155
Si, 1.4364, 1.4186, 26.9752, -0.0059, 0.0034, -0.0067
Si, 6.9072, 1.492, 26.9063, 0.004, -0.0062, -0.0031
Si, 4.1386, 4.1117, 26.8755, 0.0015, 0.0066, -0.0063
Si, 9.5597, 4.2371, 27.0031, 0.0077, -0.0017, -0.0018
Si, 1.3891, 6.9214, 26.8858, 0.0011, -0.0063, -0.0045
Si, 6.9322, 6.9348, 26.8944, -0.0064, -0.0007, -0.009
Si, 4.1743, 9.7162, 26.9622, 0.0067, -0.0022, -0.0021
Si, 9.5797, 9.5705, 26.9179, 0.0002, 0.0085, -0.008
Si, 2.7459, 0.0304, 28.3524, -0.0006, 0.0003, 0.0083
Si, 8.1961, 0.0164, 28.2629, -0.0026, -0.0015, 0.0066
Si, -0.0068, 2.7707, 28.2852, -0.0001, -0.0015, 0.006
Si, 5.4682, 2.7552, 28.3063, -0.003, -0.001, 0.0052
Si, 2.7297, 5.4769, 28.2441, -0.0015, -0.0016, 0.0037
Si, 8.1722, 5.5335, 28.3526, 0.0004, 0.002, 0.0047
Si, -0.0094, 8.202, 28.3113, -0.0033, -0.0028, 0.0057
Si, 5.4788, 8.2251, 28.2674, -0.0061, -0.0028, 0.008
Si, 4.1018, 1.3673, 29.665, 0.2375, 0.1662, 0.3736
Si, 9.5708, 1.3673, 29.665, 0.0038, 0.041, -0.2424
Si, 1.3673, 4.1018, 29.665, 0.0869, 0.1338, -0.1538
Si, 6.8362, 4.1018, 29.665, -0.2344, 0.2392, 0.2165
Si, 4.1018, 6.8362, 29.665, -0.0134, 0.0086, -0.3781
Si, 9.5708, 6.8362, 29.665, 0.161, 0.0447, 0.4352
Si, 1.3673, 9.5708, 29.665, -0.0981, 0.0348, 0.1216
Si, 6.8362, 9.5708, 29.665, 0.0316, 0.0876, -0.1634
Si, 0, 0, 31.0322, 0.0669, -0.014, -0.0109
Si, 5.469, 0, 31.0322, 0.012, 0.0572, -0.0043
Si, 2.7345, 2.7345, 31.0322, 0.1064, 0.0415, -0.0136
Si, 8.2035, 2.7345, 31.0322, 0.01, 0.0173, -0.0288
Si, 0, 5.469, 31.0322, 0.012, 0.0832, -0.0101
Si, 5.469, 5.469, 31.0322, 0.041, -0.0742, 0.0098
Si, 2.7345, 8.2035, 31.0322, -0.0142, 0.0052, -0.0248
Si, 8.2035, 8.2035, 31.0322, 0.1151, 0.0367, -0.0074
Si, 1.3673, 1.3673, 32.3995, -0.0147, 0.0204, -0.0189
Si, 6.8362, 1.3673, 32.3995, 0.0084, -0.0167, -0.0195
Si, 4.1018, 4.1018, 32.3995, -0.0578, 0.0571, 0.0035
Si, 9.5708, 4.1018, 32.3995, 0.0423, 0.0093, -0.023
Si, 1.3673, 6.8362, 32.3995, -0.0184, -0.076, -0.0173
Si, 6.8362, 6.8362, 32.3995, -0.0424, 0.0256, -0.0283
Si, 4.1018, 9.5708, 32.3995, -0.012, -0.0072, -0.0257
Si, 9.5708, 9.5708, 32.3995, -0.0637, 0.015, -0.0056
Si, 2.7345, 0, 0.6835, 0.0533, -0.0451, 0.0155
Si, 8.2035, 0, 0.6835, -0.0031, 0.04, 0.0005
Si, 0, 2.7345, 0.6835, 0.0051, -0.0255, 0.0493
Si, 5.469, 2.7345, 0.6835, 0.0195, -0.024, 0.0028
Si, 2.7345, 5.469, 0.6835, -0.0034, 0.0485, 0.0047
Si, 8.2035, 5.469, 0.6835, -0.006, 0.0007, 0.0165
Si, 0, 8.2035, 0.6835, 0.0597, 0.0029, 0.0051
Si, 5.469, 8.2035, 0.6835, 0.0154, -0.0103, 0.0449
Si, 4.1018, 1.3673, 2.0507, -0.0692, 0.0556, -0.0153
Si, 9.5708, 1.3673, 2.0507, -0.0642, -0.0879, 0.013
Si, 1.3673, 4.1018, 2.0507, 0.0284, 0.0673, 0.0158
Si, 6.8362, 4.1018, 2.0507, -0.0724, -0.0178, 0.0282
Si, 4.1018, 6.8362, 2.0507, -0.1248, -0.1624, -0.0092
Si, 9.5708, 6.8362, 2.0507, -0.0286, -0.0264, 0.0231
Si, 1.3673, 9.5708, 2.0507, -0.1091, -0.0486, 0.0048
Si, 6.8362, 9.5708, 2.0507, 0.091, 0.0478, -0.0157
Si, 0, 0, 3.418, -0.1457, -0.2513, -0.1767
Si, 5.469, 0, 3.418, 0.2137, 0.1006, 0.3541
Si, 2.7345, 2.7345, 3.418, 0.3027, -0.2253, -0.2517
Si, 8.2035, 2.7345, 3.418, -0.1466, -0.2561, 0.1111
Si, 0, 5.469, 3.418, -0.0071, -0.0476, -0.0957
Si, 5.469, 5.469, 3.418, -0.4279, -0.3537, -0.2425
Si, 2.7345, 8.2035, 3.418, -0.0345, -0.0897, 0.0461
Si, 8.2035, 8.2035, 3.418, 0.0524, 0.399, -0.1708
Si, 1.3901, 1.3269, 4.7284, 0.0089, 0.0014, -0.0081
Si, 6.8664, 1.3465, 4.876, -0.0011, -0.0023, -0.0065
Si, 4.1422, 4.001, 4.8129, -0.0026, -0.0076, 0.0014
Si, 9.5733, 4.0767, 4.7581, 0.0018, 0.0025, -0.0069
Si, 1.3651, 6.8082, 4.7884, 0.0003, 0.0077, -0.0069
Si, 6.7644, 6.8847, 4.6896, 0.0016, -0.0018, -0.0135
Si, 4.0985, 9.5634, 4.7849, 0.0026, 0.004, -0.0107
Si, 9.5736, 9.57, 4.8236, 0.0026, -0.0061, 0.001
Si, 2.6886, -0.0663, 6.1351, -0.0047, 0.0009, 0.0016
Si, 8.2182, -0.0273, 6.3025, 0.0033, 0.0037, 0.0016
Si, -0.0267, 2.6165, 6.0659, -0.0023, 0.0073, 0.0069
Si, 5.4893, 2.6359, 6.3389, -0.004, 0.0046, 0.0025
Si, 2.6263, 5.2977, 6.086, 0.0059, 0.0018, 0.0029
Si, 8.0943, 5.4672, 5.9371, 0.0097, -0.0034, 0.0046
Si, -0.025, 8.1255, 6.1775, 0.005, 0.0059, 0.0056
Si, 5.3885, 8.1423, 6.1462, -0.0041, 0.0001, 0.0065
Si, 3.7601, 1.4664, 7.5593, -0.0022, 0.0059, 0.0058
Si, 9.9504, 1.083, 7.5729, -0.0046, -0.001, 0.0016
Si, 1.4796, 3.7024, 7.4758, -0.0023, -0.0051, 0.0028
Si, 6.6187, 4.4349, 7.436, 0.004, -0.0122, 0.0054
Si, 4.1907, 6.4417, 7.3262, -0.0154, 0.0024, -0.001
Si, 9.2127, 6.9587, 7.3242, 0.0173, -0.0076, -0.0006
Si, 1.1588, 9.6693, 7.4959, -0.0068, -0.0192, -0.0121
Si, 7.0147, 9.2307, 7.4633, -0.0047, 0.007, 0.0127
O, 9.533, 6.9717, 24.9907, 0.002, -0.002, 0.0023
O, 4.0958, 1.4257, 25.0459, 0.0075, -0.0049, 0.0014
O, 8.1587, 8.1104, 7.8865, -0.0095, 0.0023, -0.0038
O, 2.7555, 2.7317, 7.8346, 0.0007, -0.0033, 0.0002
O, 6.9429, 4.1285, 25.0796, 0.0006, -0.002, 0.0003
O, 1.4385, 9.622, 25.1593, -0.0001, -0.0006, 0.0002
O, 5.4135, 5.479, 7.877, 0.0017, 0.0039, -0.0016
O, 0.0807, -0.1151, 7.9897, -0.0034, 0.0061, -0.0004
O, 7.5217, 4.2587, 8.813, -0.0009, 0.0011, -0.0029
O, 10.8285, 6.4834, 15.7689, 0.001, 0.0007, 0.0005
O, 9.6241, 6.0267, 8.6271, 0.0019, -0.0006, -0.0015
O, 1.806, 9.0033, 8.8579, 0.0058, -0.0041, 0.0086
O, 3.8939, 0.7253, 9.0296, 0.0024, 0.0033, -0.0018
O, 0.7359, 3.873, 8.9494, 0.0017, 0.0013, -0.0039
O, 9.7685, 1.9321, 8.9908, 0.0001, 0.0008, 0.0009
O, 3.2373, 6.7754, 8.6203, -0.0011, -0.0002, 0.0037
O, 7.8102, 8.8733, 23.9784, -0.0015, -0.0015, 0.0075
O, 8.955, 2.5423, 24.2137, 0.0002, 0.0002, 0.002
O, 5.2966, 6.0709, 24.4092, 0.0022, 0.0041, -0.0095
O, 2.1559, 3.085, 24.1669, -0.0022, 0.0018, -0.0003
O, 10.589, 0.4315, 24.4468, -0.0021, 0.0018, -0.0057
O, 0.1909, 4.9204, 24.4175, -0.0054, -0.0066, -0.0122
O, 3.4488, 8.0649, 24.3408, 0.0008, -0.0001, 0.002
O, 6.0793, 10.798, 24.2815, -0.0002, 0.0037, -0.0073
Si, 10.7229, -2.9675, 19.7403, 0.0025, 0.0005, -0.0018
Si, 11.8749, 5.6247, 20.7914, 0.0021, -0.0056, -0.013
Si, 2.9264, 4.4624, 16.8668, 0.0001, -0.0022, 0.0026
Si, 15.5444, 2.1244, 16.8675, 0.0009, 0.001, -0.0004
Si, 2.7783, -2.9908, 9.6375, -0.0005, 0.0044, -0.0002
Si, 6.1623, -1.3952, 15.7684, 0.0002, 0.0003, 0.0018
Si, 6.8706, -4.0162, 11.5792, 0.0014, -0.0003, 0.0024
Si, 6.2594, 2.9108, 19.3244, 0.0013, -0.0005, -0.0027
Si, 9.2386, -0.7009, 16.3054, 0.0008, 0.0003, 0.001
Si, 6.3793, 0.21, 20.4112, 0.0051, -0.0022, -0.0096
Si, 10.5933, 3.053, 9.8814, -0.0008, -0.0006, -0.0041
Si, 0.5605, 12.0562, 20.9275, -0.0017, 0.0015, -0.0056
Si, 3.8992, 0.651, 10.6626, -0.003, -0.0038, 0.0014
Si, 1.9311, 10.3666, 12.7384, 0.004, -0.004, 0.0041
Si, 15.192, -0.4922, 18.0802, 0.0005, 0.0019, 0.0018
Si, 7.2105, -0.6809, 23.2511, 0.0083, 0.0005, -0.0079
Si, -2.099, 3.2248, 17.5159, 0.0006, 0.0001, 0.0014
Si, 6.0211, 12.2714, 14.4519, 0.0015, 0.0008, 0
Si, 6.6688, 6.6725, 14.483, -0.0006, -0.0002, -0.0001
Si, 14.612, 7.2093, 20.8033, 0.0003, -0.0051, -0.0058
Si, -1.2581, 1.2893, 23.4385, -0.0014, -0.0024, -0.0075
Si, 0.9, -5.348, 14.8561, -0.0007, -0.0009, 0.0009
Si, 5.2533, 5.6681, 18.7574, 0, 0.001, 0.0008
Si, 3.5828, 2.7312, 12.7631, -0.0022, -0.0042, 0.0025
Si, 8.6297, 5.1709, 9.6199, -0.0002, -0.002, -0.0026
Si, 9.2437, -0.5167, 19.3362, 0.0041, 0.0056, 0.0007
Si, 7.8537, 6.0428, 17.0523, -0.0036, -0.002, 0.0032
Si, -5.3322, -1.5296, 10.2721, -0.0045, -0.0007, 0.0014
Si, 3.9239, -4.3213, 23.7676, -0.0077, -0.0024, -0.0008
Si, 4.5114, 5.7403, 12.8408, -0.0013, -0.0013, 0.0008
Si, 0.5319, 1.9409, 12.7315, 0.0005, 0, 0.0008
Si, -1.9396, 1.8519, 14.6375, 0.0011, -0.0008, 0.002
Si, 1.5763, 4.5396, 23.6713, 0.0101, -0.0024, 0.0011
Si, 0.6657, -7.606, 18.8219, -0.0034, 0.0057, 0.0005
Si, 10.2875, 7.5832, 16.8113, 0.0003, -0.0017, 0.0019
Si, 1.9894, 7.3189, 12.5049, 0.0011, 0.0008, -0.0017
Si, 2.3142, -1.1785, 20.2702, -0.001, 0.001, -0.0033
O, 5.1438, -0.1923, 19.4211, 0.0026, 0.0009, 0.0049
O, 4.8104, 2.0551, 13.6249, 0.0035, -0.0011, 0.003
O, 11.13, -3.4253, 18.2117, -0.0003, -0.0011, 0.0022
O, 4.9972, 2.5624, 18.3686, 0.0012, -0.0001, 0.0027
O, -0.7745, 13.3611, 13.6212, -0.0011, -0.0017, 0.0006
O, -4.5233, -0.6906, 21.7934, 0.0014, 0.001, 0.0046
O, 3.7148, 4.3478, 12.6868, 0.0011, 0.0009, -0.0003
O, -5.6348, -0.1181, 11.0483, 0.0009, 0.0005, -0.0012
O, 7.4705, -3.9633, 13.0955, 0.0001, -0.0001, 0.0026
O, 12.7137, -7.279, 17.6929, -0.0053, 0.0027, 0.0113
O, 5.3992, 5.6889, 14.2023, 0.0006, -0.0002, 0.0029
O, 2.0169, 2.4815, 13.2502, 0.0003, -0.0001, 0.0008
O, 7.6591, -1.08, 16.32, -0.0017, -0.0004, -0.0008
O, 10.2655, 2.7495, 18.119, 0.0088, 0.0044, 0.0048
O, -1.3209, -0.1654, 17.7935, -0.0003, 0.0009, 0.0044
O, 9.5314, 0.4052, 15.1624, -0.0003, 0.0006, 0.0016
O, 2.9957, 10.7134, 13.928, -0.0046, -0.0032, -0.009
O, 8.4659, 0.3207, 22.9273, -0.003, -0.0024, 0.0079
O, 3.5249, 7.0304, 12.9663, 0.0001, -0.0011, -0.001
O, 1.0807, 6.2619, 13.3611, -0.0004, -0.001, 0.0011
O, 16.8701, 4.4795, 19.7003, 0.0006, -0.0005, 0.0045
O, 3.7424, 3.2677, 16.1053, -0.0005, -0.0005, 0.0049
O, 7.6312, 2.6697, 18.4638, 0.0008, 0.0003, 0.0014
O, 7.5283, 1.7059, 13.8944, -0.0023, -0.0011, 0.0025
O, 7.652, -5.1055, 15.4543, 0.0001, -0.0018, -0.0007
O, 10.7461, 1.7451, 22.2628, 0.0002, 0, 0.0076
O, 10.2828, 0.3218, 20.2306, -0.0049, -0.0039, 0.0027
O, -2.9911, 6.2468, 10.6015, -0.0007, 0.0025, 0.0025
O, 3.7657, 0.7483, 17.1068, 0.0026, -0.0001, 0.0024
O, 6.126, -2.8811, 15.1289, -0.0001, 0.0031, 0.0028
O, 5.1044, -1.4303, 17.0363, 0.003, -0.0007, 0.0009
O, 8.7838, 2.8102, 15.9442, 0.0008, -0.0001, 0.0009
O, 0.3625, 4.7133, 19.5945, 0.0049, -0.0077, 0.0089
O, 5.5047, 6.011, 11.5637, -0.0003, -0.0007, -0.0006
O, 10.6965, 6.7722, 20.8651, 0, 0.0007, 0.0047
O, 4.1647, -2.2694, 10.0893, 0.0022, 0, -0.0013
O, 2.841, -1.0211, 18.7149, 0.0012, 0, 0.002
O, 2.3311, -4.5615, 20.3851, -0.0023, -0.0027, 0.0072
O, 8.7294, 7.3792, 17.2672, 0.0022, 0.0033, 0
O, -8.277, -0.2159, 11.3099, 0.0014, 0.0014, 0.0007
O, 6.3184, 9.7734, 8.8499, -0.0001, -0.0014, -0.0061
O, 3.8093, 2.1629, 11.246, -0.0005, -0.0011, -0.0011
O, 12.8459, 11.1078, 21.1283, 0.0009, -0.003, 0.0055
O, 1.9601, -3.7115, 10.863, -0.0005, -0.0021, 0.002
O, 9.3357, -2.1126, 19.7164, 0.001, -0.0027, 0.0046
O, 8.7502, 4.8373, 17.6388, -0.0001, -0.0002, 0.0018
O, 5.9556, 1.8912, 15.9954, -0.0028, 0.0007, 0.0027
O, 4.8109, 6.9344, 19.677, -0.0007, 0.0002, 0.0064
O, 3.9401, 5.2417, 17.8796, -0.0012, -0.0016, -0.0001
O, 1.4837, 8.8137, 12.8644, 0.0033, 0.009, -0.0003
O, 6.4086, 6.2008, 17.7546, 0.0044, 0.001, 0.0021
O, 2.307, -5.4861, 15.7246, 0.0008, -0.0001, 0.0007
O, 6.2778, 1.8639, 20.5993, 0.0015, -0.0008, 0.0046
O, 11.314, 2.3857, 11.1726, 0.002, -0.0021, 0.0036
O, 11.8669, 8.9704, 20.2298, -0.0034, 0.0002, 0.0003
O, 4.2516, -4.2936, 22.1966, -0.0016, -0.0001, 0.0052
O, 5.8197, -0.2923, 14.5964, 0.0009, -0.0001, 0.0045
O, 10.2795, -1.9284, 16.0169, 0.0012, 0.0016, 0.0012
O, -1.406, 4.1351, 10.4806, 0, -0.0003, 0.0013
O, 7.7258, -0.0806, 19.5829, -0.0052, -0.0008, 0.0059
O, 12.0994, 2.2652, 19.9398, -0.0017, 0.0034, -0.0006
O, 2.7067, 5.608, 24.1259, 0.0019, 0.0015, 0.005
O, 0.5608, 0.3114, 12.8303, 0.0024, -0.0008, -0.0003
O, 14.3424, -2.1328, 21.0249, -0.0002, -0.0013, 0.006
O, 1.2387, 4.6774, 22.0847, -0.0018, 0.0018, -0.0013
O, 6.5924, -2.4785, 11.1325, 0.0024, -0.0027, 0.0006
H, 0.293, -6.6651, 14.668, 0.0025, 0.0011, 0.0016
H, 2.6785, 10.7348, 14.8436, 0.0001, 0.0007, -0.0024

Results
free energy: -135767.162 eV
free energy less fixed offsets of H -15.97, O -568.88, Si -635.61 eV per atom: 0.108 eV

The program warned: the cutoff lies below the one the program advises for these potential files; the forces do not sum to zero within the program's tolerance; the exchange-correlation potential is rough where the density is thin.
